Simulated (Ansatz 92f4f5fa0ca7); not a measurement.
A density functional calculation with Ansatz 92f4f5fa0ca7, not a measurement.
Periodic cell of 221 atoms, Si132O87H1N1, from a study of silicon, its oxide and their interface. The atomic structure is a simulated model.
Doubt: the cutoff is far below the 930 eV that the study's wrapper takes by default for these files, so forces and energies are approximate.

Settings: functional PBE; potential files Ansatz PAW; basis plane waves; wave-function cutoff 580 eV; density cutoff ratio 5; exchange-correlation grid ratio 1; k mesh 1 x 1 x 1, Gamma-centred; self-consistency stop 5e-08 eV per atom in the density residual; occupations fixed; spin none; net charge 0.

Cell vectors (angstrom)
a  10.938  0  0
b  0  10.938  0
c  0  0  32.216

Atoms and the computed forces on them: element, x, y, z (angstrom), force x, y, z (eV/angstrom)
Si  0.1873  -0.1303  24.5556  -0.0124  0.0043  0.0198
Si  5.5898  -0.311  24.8185  -0.0093  0.0153  0.0169
Si  2.5178  3.0458  24.5442  0.0121  0.0006  0.0341
Si  8.0778  2.9716  25.1134  0.0034  0.005  -0.0114
Si  0.0431  5.1264  24.7304  -0.0126  0.0116  0.0148
Si  5.8221  5.1482  24.71  -0.0116  0.0126  0.0403
Si  2.4426  8.5148  24.6582  -0.0016  -0.0042  0.0396
Si  7.9909  8.5958  24.8542  0.0098  -0.0311  0.0317
Si  1.3985  1.4109  25.9073  0.0082  0.0077  0.018
Si  6.749  1.3313  26.0959  -0.0011  -0.0036  0.0067
Si  4.0701  4.1613  25.9769  -0.0106  -0.0017  -0.0027
Si  9.6129  4.1328  26.366  0.0142  0.0035  -0.0113
Si  1.2682  6.8485  25.897  0.0072  -0.0019  0.0035
Si  6.8574  6.8575  26.0123  -0.0023  0.0019  0.0003
Si  4.0281  9.5065  26.1365  -0.0101  0.0038  -0.011
Si  9.5874  9.7351  26.0894  0.0034  -0.0056  0.0085
Si  2.7138  0.0486  27.4066  0.009  -0.0022  0.003
Si  8.1793  0.0594  27.4715  0.0038  0.0081  0.0057
Si  0.0663  2.6586  27.4714  -0.004  -0.006  -0.0012
Si  5.3967  2.7575  27.4118  -0.0044  -0.008  0.0059
Si  2.6953  5.5371  27.3596  0.0131  -0.0006  -0.0074
Si  8.1783  5.5537  27.4991  -0.0021  0.0014  0.0004
Si  -0.0314  8.2174  27.3834  -0.0068  0.0008  -0.0015
Si  5.4558  8.1584  27.4359  0.0023  -0.0091  0.0054
Si  4.1018  1.3673  28.7977  -0.2308  0.1316  0.0742
Si  9.5708  1.3673  28.7977  0.105  0.0284  0.4603
Si  1.3673  4.1018  28.7977  0.3527  0.0623  -0.1781
Si  6.8362  4.1018  28.7977  -0.2686  0.0365  -0.1207
Si  4.1018  6.8362  28.7977  -0.2082  -0.1934  0.0471
Si  9.5708  6.8362  28.7977  0.0992  0.5901  0.3639
Si  1.3673  9.5708  28.7977  -0.0948  0.0611  -0.3551
Si  6.8362  9.5708  28.7977  -0.0257  -0.1742  -0.073
Si  0  0  30.165  -0.1315  -0.1158  0.0275
Si  5.469  0  30.165  -0.0082  -0.0158  -0.0553
Si  2.7345  2.7345  30.165  0.1245  0.0791  0.028
Si  8.2035  2.7345  30.165  0.1221  0.0369  -0.03
Si  0  5.469  30.165  -0.0149  -0.0068  -0.061
Si  5.469  5.469  30.165  -0.0951  -0.1355  0.0202
Si  2.7345  8.2035  30.165  0.053  0.0236  -0.0511
Si  8.2035  8.2035  30.165  0.1241  0.0389  0.0512
Si  1.3673  1.3673  31.5322  -0.0215  0.046  -0.0479
Si  6.8362  1.3673  31.5322  -0.0199  -0.0219  -0.03
Si  4.1018  4.1018  31.5322  -0.0163  -0.0429  0.018
Si  9.5708  4.1018  31.5322  -0.0536  0.0354  -0.0053
Si  1.3673  6.8362  31.5322  0.0144  0.0116  -0.0289
Si  6.8362  6.8362  31.5322  -0.0015  0.0403  -0.0385
Si  4.1018  9.5708  31.5322  -0.0186  0.0034  -0.0073
Si  9.5708  9.5708  31.5322  -0.03  0.031  0.0182
Si  2.7345  0  0.6835  -0.0062  0.0074  0.029
Si  8.2035  0  0.6835  0.0474  0.0141  0.011
Si  0  2.7345  0.6835  -0.0076  -0.0323  0.0257
Si  5.469  2.7345  0.6835  0.0556  -0.0191  0.0059
Si  2.7345  5.469  0.6835  0.0107  -0.0057  0.0022
Si  8.2035  5.469  0.6835  0.0208  -0.0425  0.037
Si  0  8.2035  0.6835  -0.0188  -0.0286  -0.0011
Si  5.469  8.2035  0.6835  0.0171  -0.0199  0.0295
Si  4.1018  1.3673  2.0507  0.0111  0.0829  0.0396
Si  9.5708  1.3673  2.0507  -0.071  -0.0423  -0.0121
Si  1.3673  4.1018  2.0507  0.0644  0.0241  -0.01
Si  6.8362  4.1018  2.0507  -0.0921  -0.0515  0.019
Si  4.1018  6.8362  2.0507  -0.103  -0.0455  0.0129
Si  9.5708  6.8362  2.0507  0.0373  0.1064  0.0357
Si  1.3673  9.5708  2.0507  -0.0433  -0.0345  0.0243
Si  6.8362  9.5708  2.0507  -0.0357  0.0126  -0.0057
Si  0  0  3.418  -0.3211  -0.1278  -0.3071
Si  5.469  0  3.418  0.2817  -0.1079  0.1039
Si  2.7345  2.7345  3.418  0.3723  0.5704  -0.2134
Si  8.2035  2.7345  3.418  0.0092  -0.0448  0.0944
Si  0  5.469  3.418  0.2253  0.0568  0.2971
Si  5.469  5.469  3.418  -0.1135  -0.4231  0.0685
Si  2.7345  8.2035  3.418  -0.0744  -0.2384  -0.1007
Si  8.2035  8.2035  3.418  0.0579  -0.0457  0.0417
Si  1.3605  1.3917  4.6743  -0.0157  0.0005  -0.0052
Si  6.8659  1.3405  4.8166  -0.0141  -0.0248  -0.0033
Si  4.1124  4.0888  4.8712  -0.0168  0.0139  0.0064
Si  9.5725  4.0973  4.7885  0.0041  0.0038  0.0071
Si  1.406  6.8271  4.8433  -0.0068  0.0015  -0.0085
Si  6.8745  6.7629  4.7651  0.0004  0.001  -0.0049
Si  4.143  9.5001  4.7505  -0.0008  0.0027  -0.0007
Si  9.5622  9.5696  4.8021  -0.0111  -0.0042  -0.0113
Si  2.6632  -0.0715  5.9154  0.0042  -0.0078  0.0406
Si  8.1973  -0.0142  6.2356  -0.003  0.0181  -0.006
Si  0.0322  2.7207  6.079  -0.011  -0.0127  -0.002
Si  5.4556  2.5756  6.2346  0.0243  0.0012  0.0069
Si  2.7894  5.5521  6.3339  -0.0136  -0.0111  -0.024
Si  8.1757  5.3665  6.2119  0.0016  -0.0217  0.0017
Si  -0.037  8.1515  6.1644  0.0091  0.0006  0.0152
Si  5.4703  8.0769  6.115  -0.0066  0.0081  0.0044
Si  3.7079  1.365  7.4134  -0.0915  0.1686  -0.0423
Si  9.8951  1.1459  7.4277  -0.0192  0.0149  -0.0253
Si  1.6369  3.8094  7.4285  0.1033  -0.0688  0.1003
Si  6.6325  4.1208  7.5608  0.0212  0.0147  -0.0269
Si  4.5148  6.5775  7.7245  0.0165  -0.0098  -0.0545
Si  9.2785  7.0392  7.4628  0.0111  -0.0024  -0.0405
Si  1.1495  9.8127  7.3149  0.0008  -0.0452  -0.0674
Si  6.9863  9.2496  7.4128  0.0095  -0.0036  -0.034
O  1.2569  4.1004  24.1414  -0.0131  0.0036  -0.042
O  6.781  9.5914  24.2843  -0.007  0.0087  -0.0494
O  2.9358  2.8067  7.3898  -0.06  -0.0491  0.0489
O  8.1646  8.1902  7.8734  0.0007  0.0086  0.026
O  5.5618  5.3061  7.9984  -0.0067  -0.0119  0.0088
O  0.0665  -0.0001  7.8939  -0.0002  0.0116  0.0399
O  5.3511  5.5328  23.1783  0.0095  0.0088  -0.0512
O  10.5238  0.4979  23.1101  -0.0273  0.0312  -0.0358
O  2.1617  9.4127  8.5678  0.0394  0.0201  0.0238
O  1.2869  3.8255  9.04  0.1135  0.0189  0.0166
O  9.4778  1.9977  8.7591  -0.007  0.0081  0.0182
O  7.6582  9.9653  12.1163  0.005  0.0021  -0.0081
O  3.4338  0.8255  8.9753  0.0016  -0.028  0.0078
N  4.33  7.3423  9.3121  -0.0182  0.066  0.0896
O  7.2297  3.3533  8.9093  0.0019  -0.0254  0.041
O  9.8479  6.5154  8.9203  0.009  0.0107  0.053
O  3.3421  2.4555  23.1984  0.0271  -0.0186  -0.037
O  4.6661  0.179  23.5458  -0.0041  -0.0001  -0.0176
O  9.2006  2.4867  24.0274  -0.009  -0.0097  -0.0324
O  9.8322  5.5771  23.5891  -0.0155  0.013  -0.0115
O  19.8913  8.1252  23.5997  0.012  -0.0025  -0.0293
O  3.2799  7.9811  23.3407  0.0145  -0.0136  -0.0461
O  6.9867  4.0077  24.4317  0.022  -0.016  -0.0195
O  1.3146  9.6441  24.1581  -0.0061  0.0018  -0.0402
Si  3.8222  6.4275  10.731  0.0193  0.0019  -0.011
Si  9.1071  4.285  14.6445  -0.0089  0  0.0066
Si  7.4172  8.3577  11.952  -0.0173  -0.0072  0.0076
Si  4.2151  1.2759  22.4264  -0.0116  0.002  -0.0034
Si  17.1184  3.8356  14.3058  -0.0009  -0.0063  0.0095
Si  2.751  -0.4429  20.1789  0.013  0.0064  0.0121
Si  7.1743  4.1695  19.5114  -0.0076  0.0051  0.0002
Si  14.0172  6.6612  16.4781  0.0008  -0.007  0.0076
Si  1.9353  4.1546  10.5109  -0.027  -0.0573  -0.0605
Si  5.6977  16.2206  16.7959  -0.0089  0.0006  -0.0055
Si  3.786  9.7699  17.3032  0.0027  -0.0043  0.0031
Si  10.2301  4.4508  11.6992  -0.0111  -0.0071  0.0054
Si  10.915  6.5352  16.0824  -0.0021  -0.0137  0.0054
Si  7.9973  1.6253  14.5472  -0.013  0.0068  0.0127
Si  2.7976  10.4228  9.7024  0.0041  -0.014  -0.001
Si  9.1271  6.7834  22.6977  -0.0094  -0.0083  0.0119
Si  11.1888  -1.1246  11.227  0.0224  0.0083  -0.0096
Si  3.5822  -3.2682  13.7328  0.0007  -0.0095  0.0045
Si  5.1888  8.7506  9.8723  -0.0212  -0.0057  -0.0075
Si  9.5736  1.7696  22.6329  0.0151  0.0082  0.0161
Si  11.936  -0.4169  16.6376  0.0069  0.001  -0.0008
Si  8.4114  2.6408  9.8072  0.0005  -0.0052  -0.028
Si  -0.4255  8.2481  18.4346  0.0097  -0.0099  -0.0006
Si  11.7552  -2.0149  14.1798  0.001  0.0021  0.0073
Si  4.7053  3.8384  11.6545  -0.0214  -0.0032  -0.017
Si  6.0217  6.087  21.7907  -0.0027  0.0048  0.016
Si  6.4648  7.7361  14.7475  -0.0004  -0.0018  0.0056
Si  11.5374  6.5253  20.7303  -0.0095  0.0056  0.0154
Si  11.1003  1.088  18.8884  0.0072  -0.003  0.0032
Si  14.2237  7.6984  21.7251  0.0173  -0.0036  0.0283
Si  6.967  1.3744  20.8339  -0.0055  0.0103  0.0243
Si  9.9565  7.206  10.4028  0.0012  -0.0133  -0.0329
Si  -0.6452  3.6915  20.238  0.0113  0.001  0.0244
Si  8.4506  -0.6061  19.1663  0  -0.003  -0.0182
Si  6.8523  10.226  16.4083  0.0022  0.0031  -0.0005
Si  8.5724  0.3442  11.8179  -0.0119  0.0127  0.0013
O  13.3699  8.8042  13.9641  -0.0043  -0.0002  -0.0079
O  7.7226  -0.753  17.751  0.0015  -0.0041  0.0045
O  6.011  8.2053  11.1594  0.0193  -0.0052  0.0163
O  1.6191  10.6211  10.8225  -0.0229  -0.0044  0.0179
O  4.965  -5.6628  10.9193  -0.0094  -0.0226  0.0018
O  10.0014  7.2135  17.2708  0.0018  0.0062  -0.0001
O  6.2542  4.9546  20.6302  0.0114  -0.012  -0.0176
O  6.6321  13.2534  13.9802  0.012  0.0024  -0.002
O  3.5685  7.1941  12.1712  -0.0045  0.009  0.0146
O  2.3796  5.7296  10.3902  -0.0238  -0.0337  -0.011
O  7.5623  4.7638  14.2849  0.0096  -0.0058  -0.0017
O  11.4327  -1.5846  17.6661  -0.0022  0.0035  -0.0053
O  9.8733  4.1934  13.2371  0.0024  0.0017  -0.0104
O  0.6109  7.4594  19.4043  -0.0062  0.0044  -0.0097
O  6.9536  2.5388  19.661  0.0021  0.0044  -0.0092
O  12.4328  6.2338  16.7024  -0.0093  0.0027  -0.0069
O  17.2214  6.5406  15.8756  -0.0001  -0.004  -0.0031
O  13.0234  6.6068  21.4242  -0.0045  0.0005  -0.0083
O  3.2943  0.6465  21.2542  -0.0076  -0.0107  -0.0218
O  0.7488  3.7649  11.5363  0.0466  0.0164  -0.0476
O  7.2205  -0.1249  20.1681  0.0018  -0.0061  -0.0067
O  8.1686  1.3943  21.9295  -0.004  0.0053  -0.0016
O  -1.668  8.8979  19.3083  0.0023  -0.0014  0.0016
O  2.7889  9.0496  20.9459  -0.0071  0.0047  -0.0106
O  12.2406  0.215  19.7167  -0.0152  0.007  -0.0074
O  6.1225  9.5778  8.8023  -0.0248  -0.0011  0.035
O  8.5378  7.73  10.9755  -0.0003  0.0036  -0.0023
O  8.83  1.0116  13.2869  -0.0022  -0.0011  -0.0047
O  7.4471  11.503  15.623  -0.0005  -0.0002  -0.0082
O  5.7173  2.6464  11.2639  0.1941  0.4807  0.6313
O  2.6211  -0.3279  16.5349  -0.0071  -0.0058  -0.0014
O  3.2139  14.2839  11.1522  -0.0413  0.043  -0.0154
O  -6.7761  5.6851  17.2554  0.0009  -0.0011  -0.0008
O  11.1142  7.551  14.8059  -0.0014  -0.0012  -0.0063
O  4.0685  9.7721  10.4719  0.004  -0.016  -0.0043
O  3.4465  8.1736  17.045  0.0004  0.0034  -0.0108
O  10.0165  5.2389  15.6201  0.0031  0.0038  -0.0079
O  10.2934  2.8504  21.6504  -0.012  -0.0066  -0.0134
O  4.9973  15.1255  13.2371  0.0102  -0.015  -0.0211
O  4.828  7.174  21.3139  0.0021  -0.0056  -0.0047
O  11.0265  2.6912  19.1723  -0.0009  0.002  -0.0028
O  8.9467  2.7676  15.2731  -0.0048  -0.0039  -0.0083
O  3.7127  -0.7071  18.8768  -0.0013  -0.0024  -0.009
O  5.5985  1.6989  21.6665  0.0156  -0.0063  -0.0132
O  5.2477  10.2224  16.7339  0.0055  -0.0036  -0.0063
O  7.9027  1.3939  10.7497  0.0023  -0.0099  0.0089
O  9.606  0.5414  19.2758  -0.0035  -0.0015  -0.0046
O  17.6056  4.8204  18.0665  0.0028  -0.0056  0
O  7.5948  6.5341  22.1201  -0.0291  -0.0004  -0.0118
O  -5.9108  -2.6578  14.1751  0.003  -0.0006  -0.0068
O  7.3579  -3.4129  13.3708  0.0001  -0.002  -0.0011
O  11.3851  -0.7437  15.1443  -0.0025  -0.001  -0.0063
O  10.2556  7.1023  21.5756  0.021  -0.003  -0.0166
O  9.1074  3.8008  10.7119  0.0241  0.0194  0.017
O  8.8129  -6.6414  19.7715  -0.0006  -0.0005  -0.0062
O  0.4277  11.9077  17.2717  -0.005  -0.0006  0.0018
O  16.5102  3.983  15.8141  0.0057  0.0049  -0.0057
O  11.1066  -1.7058  12.7411  0.0007  -0.0054  0.0062
O  11.289  4.9582  20.3987  -0.0114  -0.0108  -0.0095
O  0.0356  8.4863  10.2827  -0.0083  -0.0081  0.0045
O  10.4434  6.0427  11.42  -0.0005  -0.0057  -0.0053
O  9.9761  -0.0593  11.0998  -0.0041  -0.004  0
O  14.2295  6.4951  14.8462  -0.0004  0.0027  0.001
O  7.2281  8.9187  15.5373  -0.002  0.0047  -0.0027
H  5.5166  2.122  10.495  -0.2174  -0.4864  -0.6105

Results
free energy: -133792.484 eV
free energy less fixed offsets of H -15.97, N -385.13, O -568.88, Si -635.61 eV per atom: 1.696 eV

The program warned: the cutoff lies below the one the program advises for these potential files; the forces do not sum to zero within the program's tolerance; the exchange-correlation potential is rough where the density is thin.
